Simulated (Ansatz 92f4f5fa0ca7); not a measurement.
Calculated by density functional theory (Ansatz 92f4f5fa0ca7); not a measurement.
Periodic cell of 264 atoms, Si152O112, from a study of silicon, its oxide and their interface. The atomic structure is a simulated model.
This geometry differs little from another in the collection (a relaxation step or a small displacement).

Settings
functional: r2SCAN
potential files: Ansatz PAW
basis: plane waves
wave-function cutoff: 800 eV
density cutoff ratio: 5
exchange-correlation grid ratio: 1
k mesh: 1 x 1 x 1, shifted by 0.5 0.5 0 of a step
self-consistency stop: 1e-10 eV per atom in the density residual
occupations: fixed
spin: none
net charge: 0

Cell vectors (angstrom)
a, 10.888, 0, 0
b, 0, 10.888, 0
c, 0, 0, 37.8908

Atoms: element, x, y, z (angstrom)
Si, 0.217, -0.2133, 0.1226
Si, 3.0873, 2.442, -0.0433
Si, -0.2983, 5.829, 0.0348
Si, 2.3523, 8.3847, -0.0081
Si, 5.3169, 0.2128, 0.0123
Si, 7.7401, 3.1049, 0.0526
Si, 5.5346, 5.243, 0.4209
Si, 8.2911, 7.9599, 0.1449
Si, 1.4329, 1.376, 1.3078
Si, 4.0341, 3.9429, 1.547
Si, 1.2953, 6.8498, 1.4145
Si, 4.0732, 9.4968, 1.2353
Si, 6.783, 1.4098, 1.3917
Si, 9.4915, 4.131, 1.2681
Si, 6.8029, 6.8213, 1.5348
Si, 9.5068, 9.5303, 1.4096
Si, -0.0004, 2.7468, 2.6138
Si, 2.7608, -0.014, 2.6969
Si, -0.0409, 8.1793, 2.8115
Si, 2.6637, 5.4356, 2.7267
Si, 5.4385, 2.6531, 2.8737
Si, 8.1589, 0.0395, 2.7148
Si, 5.3875, 8.2101, 2.735
Si, 8.1955, 5.4265, 2.802
Si, 1.3095, 4.0834, 4.0674
Si, 4.0715, 1.2957, 4.1568
Si, 1.3708, 9.5473, 4.0853
Si, 4.0502, 6.8027, 4.0728
Si, 6.8123, 4.0714, 4.1412
Si, 9.5486, 1.3924, 4.0376
Si, 6.7784, 9.5668, 4.0759
Si, 9.5203, 6.8021, 4.1602
Si, 0.0042, 0.0281, 5.424
Si, 2.7006, 2.7264, 5.4282
Si, -0.0028, 5.4305, 5.4792
Si, 2.7062, 8.1615, 5.4472
Si, 5.4494, -0.017, 5.5031
Si, 8.1902, 2.7097, 5.4568
Si, 5.4295, 5.4578, 5.4471
Si, 8.1356, 8.1932, 5.4492
Si, 1.3575, 1.3748, 6.795
Si, 4.0729, 4.0821, 6.8012
Si, 1.3641, 6.7942, 6.8192
Si, 4.0768, 9.5035, 6.8146
Si, 6.8241, 1.3601, 6.826
Si, 9.5253, 4.076, 6.822
Si, 6.7857, 6.823, 6.8054
Si, 9.528, 9.5496, 6.7944
Si, 0.0118, 2.7247, 8.16
Si, 2.722, 0.0054, 8.1394
Si, -0.0064, 8.1634, 8.1538
Si, 2.7323, 5.4455, 8.1824
Si, 5.4563, 2.7324, 8.1651
Si, 8.1799, 0.0072, 8.1868
Si, 5.4323, 8.1671, 8.1741
Si, 8.1597, 5.4548, 8.147
Si, 1.3528, 4.0845, 9.5227
Si, 4.0922, 1.3497, 9.5038
Si, 1.3833, 9.5159, 9.4902
Si, 4.0984, 6.81, 9.5397
Si, 6.8177, 4.1074, 9.5214
Si, 9.5575, 1.3778, 9.5247
Si, 6.7982, 9.5226, 9.5195
Si, 9.5099, 6.8062, 9.5181
Si, 0.0105, -0.0416, 10.8378
Si, 2.7305, 2.7161, 10.8466
Si, -0.0074, 5.4533, 10.8809
Si, 2.7489, 8.1883, 10.8852
Si, 5.4494, -0.0047, 10.8827
Si, 8.218, 2.775, 10.8692
Si, 5.4773, 5.4759, 10.8968
Si, 8.1221, 8.1404, 10.8818
Si, 1.3952, 1.2985, 12.1662
Si, 4.0828, 4.1126, 12.1764
Si, 1.3529, 6.8382, 12.2009
Si, 4.1413, 9.4929, 12.2927
Si, 6.8493, 1.3925, 12.1525
Si, 9.5315, 4.1408, 12.3062
Si, 6.8097, 6.8103, 12.3442
Si, 9.4971, 9.5045, 12.1756
Si, 0.0386, 2.656, 13.4852
Si, 2.7541, -0.018, 13.5773
Si, -0.0641, 8.1463, 13.544
Si, 2.7478, 5.5067, 13.5309
Si, 5.5258, 2.7994, 13.4545
Si, 8.1644, 0.0012, 13.5114
Si, 5.4796, 8.1613, 13.7743
Si, 8.1893, 5.5183, 13.7706
Si, 1.5044, 3.9497, 14.7325
Si, 4.2631, 1.3563, 14.7427
Si, 1.2779, 9.5192, 14.8459
Si, 4.0323, 6.772, 15.0846
Si, 6.7742, 4.0963, 15.0011
Si, 9.5354, 1.3377, 14.8603
Si, 6.9391, 9.5789, 15.0622
Si, 9.4928, 6.9933, 15.1663
Si, -0.3151, -0.2935, 16.1891
Si, 3.1009, 2.8649, 15.9995
Si, -0.0032, 5.8483, 16.6636
Si, 2.2914, 7.9307, 16.211
Si, 5.7366, 0.3218, 16.1983
Si, 7.9666, 2.4679, 16.1876
Si, 5.1631, 5.1355, 16.4051
Si, 8.8037, 8.9256, 16.3991
Si, 6.3429, 0.4323, 20.456
Si, 7.9687, 30.4966, 19.5164
Si, -6.4107, 17.7365, 21.6509
Si, -3.1235, 7.9312, 29.3005
Si, -1.0507, 11.3567, 35.2713
Si, -2.6353, 13.7368, 20.9654
Si, -11.699, 19.7878, 21.9689
Si, -21.2741, -6.6105, 27.7665
Si, -16.113, 9.5529, 22.9068
Si, -5.1914, -3.9767, 18.8989
Si, -8.3484, 14.6722, 34.9588
Si, 3.4236, 11.2892, 20.1746
Si, -2.4532, 5.2915, 27.8962
Si, -15.6549, 1.4714, 26.2064
Si, -21.7562, 12.032, 27.584
Si, -6.7574, 20.2726, 18.15
Si, 2.809, -2.4581, 32.3364
Si, -17.3746, 13.8422, 24.3774
Si, -20.1522, 9.3506, 26.9411
Si, 1.2187, 12.4036, 18.1844
Si, -18.6864, 20.8118, 24.513
Si, -15.3325, 15.4965, 22.8103
Si, -20.0315, 7.4947, 22.9457
Si, 4.3761, 5.4161, 26.2042
Si, -11.5004, 12.0115, 22.7142
Si, 0.8145, 6.3186, 32.3855
Si, -25.3598, 5.9958, 25.2584
Si, -20.2225, 6.5475, 25.8054
Si, -1.0341, 14.5941, 18.478
Si, -13.4677, 41.3883, 24.4681
Si, 11.8944, 1.024, 30.3892
Si, -3.6891, -4.291, 31.8752
Si, -0.0409, 15.9209, 34.981
Si, 7.1338, 9.7137, 35.7117
Si, 0.3257, 10.3143, 32.871
Si, -16.0336, 23.6693, 30.5685
Si, -2.2994, 13.949, 34.9853
Si, -15.9058, 32.1467, 28.6727
Si, 9.5681, -2.6468, 31.578
Si, 5.9121, 14.7115, 28.2034
Si, -7.9364, 9.6479, 29.5571
Si, -16.3911, 8.0587, 33.8552
Si, 6.8617, 14.5869, 32.4981
Si, -1.996, 11.4888, 25.4682
Si, 3.9827, 14.1686, 32.293
Si, 1.7159, 14.9987, 30.5334
Si, -18.0006, 28.2676, 35.9629
Si, 2.3529, 23.1076, 22.9192
O, -1.5563, 4.4914, -2.843
O, 4.609, 6.6054, -17.8358
O, 8.4435, 10.5447, -2.5982
O, 4.1897, 1.3043, -0.4396
O, -6.3689, 5.8906, -0.6499
O, -18.6575, 8.6165, -7.1171
O, 0.6242, 13.5602, -10.4864
O, 1.2687, 9.5414, -0.4431
O, 6.0592, -0.2744, -1.3597
O, 10.3925, 0.5865, -1.1055
O, 6.9963, 2.5009, -6.4805
O, 0.3816, 5.5025, -1.4139
O, 9.4135, 6.8917, -0.3575
O, -4.7263, 11.3569, -7.9487
O, 7.5614, 8.4979, -1.2024
O, -11.9048, 9.5543, -5.4662
O, 11.3908, -17.2627, 15.9126
O, -16.0293, 3.4056, 23.6247
O, -21.7454, -14.4019, 31.4494
O, -7.9715, 6.7807, 22.0795
O, 1.2564, 6.8582, 16.9212
O, -0.6198, 5.2329, 18.0581
O, -18.6291, 6.4715, 26.1961
O, 4.8069, 10.6635, 17.4336
O, 0.3046, 11.1769, 17.6235
O, -10.0977, 4.9226, 31.5848
O, 1.3082, 6.5097, 24.1867
O, -6.0971, 12.5566, 25.2984
O, -1.6626, 2.1214, 22.0255
O, -3.4041, 27.1533, 23.7835
O, -5.1761, 16.9909, 25.5873
O, 8.6049, -2.1358, 18.0304
O, -12.7745, 19.4891, 30.1117
O, -11.9087, 15.513, 28.2339
O, -5.7828, 19.1784, 22.0606
O, 3.8786, 15.052, 25.3098
O, -15.7206, 21.6979, 21.9717
O, 11.4489, 18.8952, 21.9383
O, 4.0586, 25.744, 16.7762
O, 13.1417, 1.9966, 17.0684
O, -2.112, 3.1239, 17.4309
O, -15.8109, 6.99, 32.8111
O, -20.9678, -0.1178, 26.8966
O, 2.7955, 19.7814, 17.4218
O, -19.4242, 8.7953, 23.6546
O, 3.0983, 5.304, 35.1061
O, -13.6785, -16.6924, 26.3286
O, 5.3032, 5.6513, 22.353
O, -20.1242, 20.3166, 32.81
O, 0.4457, 22.4313, 31.8482
O, -8.9447, 9.0083, 28.4818
O, 4.4685, 23.6508, 31.6025
O, 5.7965, 16.5818, 17.83
O, -14.9058, 7.0818, 30.3649
O, -14.5216, -6.3306, 28.7355
O, -8.7266, 1.0685, 19.4243
O, -5.5759, 14.9916, 32.6799
O, -7.906, -1.2788, 26.0903
O, -4.0411, 12.2866, 16.7809
O, 1.5124, 15.5292, 29.0091
O, -26.3192, 24.6424, 26.982
O, -16.866, 1.042, 19.9503
O, -2.8972, 7.438, 25.3588
O, -30.315, 11.0625, 30.0686
O, -7.8435, 0.4578, 21.7426
O, -3.8968, -0.8622, 19.6909
O, -3.9929, 9.1186, 28.6419
O, -10.9449, 11.7116, 29.1791
O, -18.5139, 2.6116, 23.2908
O, -27.747, 18.1159, 35.1354
O, -7.2356, 9.7615, 19.657
O, -8.5973, 0.4075, 24.2378
O, -23.5375, 8.6656, 20.6652
O, 7.0988, 7.3373, 19.6056
O, -1.4836, 19.2777, 23.3441
O, -6.2697, 20.8889, 24.0441
O, -14.3919, -9.2381, 20.3162
O, -3.8998, 20.0416, 23.689
O, -1.762, 14.5774, 19.9115
O, -14.5088, 14.838, 21.6096
O, -9.9356, 7.9816, 26.3443
O, -5.6753, -2.6872, 18.0574
O, -13.4036, 17.7675, 28.2363
O, -5.577, 13.8078, 29.3913
O, -1.0104, 33.7248, 24.281
O, -8.5691, 28.6777, 32.594
O, -10.0342, 16.141, 26.5118
O, -8.1617, 18.4997, 36.4877
O, -6.5178, 31.6179, 28.8469
O, 2.693, 13.941, 36.3914
O, -13.293, 18.2902, 32.411
O, -4.4243, 30.9271, 34.3556
O, -1.4449, 12.0196, 26.8979
O, -4.9184, 22.0475, 27.2736
O, -2.0684, 9.875, 25.4739
O, 1.3208, 2.5737, 30.5007
O, -7.6801, 13.9078, 33.6958
O, 0.2618, 2.7425, 18.6068
O, -0.5756, 10.5125, 22.0733
O, 0.1042, 17.0615, 33.8429
O, 0.9682, 14.7231, 34.6002
O, -18.5785, 15.0614, 31.1884
O, -12.17, 1.8942, 34.5536
O, 0.1283, 21.5704, 34.4182
O, 6.6227, 15.1417, 37.5997
O, -14.3799, 14.0776, 33.9276
O, 8.0925, 13.4645, 36.4474
O, -3.487, 1.1917, 25.2635
O, 7.5921, 15.9217, 31.9731
O, -6.1045, 15.7659, 27.6905
O, -6.7637, 8.7962, 33.1856
O, 0.8567, 23.555, 22.5359

Results
free energy: -161110.879 eV
free energy less fixed offsets of O -570.45, Si -639.56 eV per atom: -7.359 eV

Forces (eV/angstrom), in the order of the atoms: element, x, y, z
Si, 0.0098, -0.0114, 0.05
Si, 0.0053, -0.0108, 0.0577
Si, -0.0096, 0.0055, 0.0571
Si, -0.0023, 0.0094, 0.0479
Si, -0.0093, 0.0063, 0.0471
Si, -0.005, 0.007, 0.0556
Si, 0.0089, -0.0052, 0.0363
Si, 0.0077, -0.0041, 0.0425
Si, -0.0013, 0.0011, -0.0042
Si, -0.0007, -0.0002, -0.0015
Si, 0.0002, -0.0008, -0.0026
Si, 0.001, -0.0012, -0.0025
Si, 0.0008, -0.0009, -0.0049
Si, 0.0018, -0.0019, -0.0051
Si, -0.0009, 0.0022, -0.0016
Si, -0.0014, 0.0023, -0.0047
Si, 0.0006, 0.0006, 0.0003
Si, 0.0005, 0.0006, -0.0004
Si, 0.0001, 0.0002, -0.0007
Si, -0.0012, 0, 0.0006
Si, -0.0008, -0.0002, 0.0015
Si, -0.0001, 0, 0.0005
Si, 0.0003, 0.0002, 0.0008
Si, -0.0009, 0.0016, -0.0008
Si, -0.0005, 0.0015, -0.0001
Si, -0.0002, -0.0002, 0.0005
Si, -0.0002, 0.0009, -0.0003
Si, 0, 0.001, -0.0002
Si, 0.0008, 0.0001, -0.0007
Si, -0.0003, 0.0001, -0.001
Si, -0.001, 0.0003, 0.0001
Si, -0.0003, 0.0006, 0.0002
Si, -0.0002, 0.0004, 0.0001
Si, -0.0008, 0.0011, -0.0001
Si, 0, 0.0006, -0.0002
Si, -0.0002, 0.0009, -0.0004
Si, -0.0004, 0.0002, 0.0004
Si, -0.0002, 0.0004, -0.0004
Si, -0.0001, 0.0011, 0
Si, -0.0002, 0.0003, -0.0008
Si, 0.0003, 0.0007, -0.0007
Si, 0.0002, 0.0006, -0.001
Si, -0.0004, 0.0009, -0.0011
Si, -0.0001, 0.0004, -0.0005
Si, 0, 0.0008, -0.0007
Si, -0.0003, 0.0008, -0.0007
Si, 0.0001, 0.0003, -0.0004
Si, 0.0004, 0.0003, -0.001
Si, 0.0003, 0.0009, -0.0011
Si, 0.0002, 0.001, -0.0015
Si, 0, 0.0005, -0.0012
Si, -0.0002, 0.001, -0.0003
Si, -0.0001, 0.0005, -0.0005
Si, -0.0004, 0.0007, -0.0005
Si, 0, 0.0011, -0.0004
Si, -0.0001, 0.0008, -0.0005
Si, 0.0004, 0.0009, 0
Si, 0.0004, 0.0004, 0
Si, -0.0003, 0.0006, -0.0004
Si, 0, 0.0004, 0.0001
Si, -0.0002, 0.0006, 0.0001
Si, 0, 0.0005, 0.0003
Si, 0.0002, 0.0002, 0.0007
Si, -0.0001, 0.0011, 0.0005
Si, 0.0005, 0.0003, 0
Si, 0, 0.0004, 0.0001
Si, -0.0002, 0.0008, -0.0012
Si, 0.001, 0.0004, -0.0018
Si, -0.0002, 0.0008, -0.002
Si, -0.0005, 0.0008, -0.0011
Si, 0.0003, 0.0002, -0.0013
Si, -0.0002, 0.0002, -0.002
Si, 0.0015, 0.0002, 0.0006
Si, 0, 0.0001, 0.0001
Si, -0.0006, 0.0003, -0.0006
Si, 0.0002, -0.0008, -0.0016
Si, 0.0002, 0.0002, 0.0003
Si, -0.0003, -0.0006, -0.0017
Si, -0.0001, -0.0006, -0.0002
Si, 0.0009, 0.0002, 0.0001
Si, -0.0028, 0.0005, 0.002
Si, -0.0011, -0.0001, 0.0024
Si, -0.0002, -0.0008, -0.0014
Si, 0.0025, 0.0029, -0.0019
Si, 0.0009, 0, -0.0014
Si, -0.0008, -0.0002, -0.0001
Si, -0.0002, 0.0013, 0.0022
Si, 0.0014, 0.0008, 0.0028
Si, -0.0086, 0.0047, 0.0137
Si, -0.0001, -0.0002, -0.0023
Si, 0.0004, 0.0006, -0.0032
Si, -0.0003, -0.0017, -0.0015
Si, -0.0012, -0.0007, -0.0017
Si, -0.0003, -0.0008, -0.0044
Si, 0.001, 0.0002, -0.0041
Si, 0.0015, 0.0006, -0.0054
Si, 0.012, 0.0134, 0.034
Si, -0.0094, -0.0087, 0.0418
Si, -0.0077, -0.0102, 0.0567
Si, 0.0039, 0.0082, 0.0458
Si, -0.0098, -0.0073, 0.0496
Si, 0.0103, 0.0074, 0.0473
Si, 0.0102, 0.0094, 0.059
Si, -0.0074, -0.0045, 0.06
Si, -0.0005, 0.0073, 0.1118
Si, 0.0026, 0.0124, 0.1436
Si, -0.0113, -0.0051, 0.1373
Si, 0.0028, 0.0028, 0.1367
Si, -0.0221, 0.0092, 0.1152
Si, -0.0186, -0.0089, 0.1341
Si, 0.0277, -0.0039, 0.1314
Si, 0.0143, -0.0071, 0.1267
Si, 0.0075, -0.0101, 0.1308
Si, -0.0126, 0.009, 0.1298
Si, -0.0073, 0.0074, 0.1328
Si, 0.0129, 0.0128, 0.1357
Si, 0.0048, 0.0214, 0.1173
Si, 0.008, -0.0045, 0.1386
Si, 0.0247, 0.0107, 0.1315
Si, 0.0131, -0.004, 0.1069
Si, 0.0064, -0.007, 0.121
Si, 0.0032, 0.0021, 0.126
Si, -0.0149, 0.0075, 0.1392
Si, 0.0172, 0.0043, 0.1088
Si, -0.0126, -0.0108, 0.1288
Si, -0.0012, 0.0017, 0.1329
Si, -0.0053, -0.0048, 0.1291
Si, 0.0056, -0.001, 0.1153
Si, 0.0078, -0.0106, 0.1236
Si, -0.0084, 0.0048, 0.1189
Si, 0.0032, -0.018, 0.1339
Si, -0.0099, -0.0162, 0.1318
Si, -0.0134, -0.0092, 0.118
Si, -0.0014, -0.0051, 0.1259
Si, 0.0038, 0.0046, 0.1339
Si, -0.0168, -0.0073, 0.1194
Si, 0.0021, -0.0104, 0.1205
Si, -0.0046, 0.0036, 0.1129
Si, -0.0061, -0.0042, 0.1301
Si, 0.0036, 0.0139, 0.1375
Si, 0.015, -0.0148, 0.1167
Si, -0.0031, -0.0152, 0.1287
Si, 0.0201, -0.0036, 0.1061
Si, -0.0002, -0.0213, 0.1349
Si, 0.0081, -0.0053, 0.1414
Si, 0.0127, 0.0115, 0.1299
Si, 0.0145, 0.0019, 0.1268
Si, -0.018, 0.0208, 0.1292
Si, -0.0128, 0.0089, 0.131
Si, 0.0123, 0.0149, 0.14
Si, -0.0111, 0.0037, 0.1116
Si, -0.0012, 0.024, 0.1252
O, -0.0031, 0.0017, -0.0404
O, 0.026, 0.0012, -0.1013
O, 0.0141, 0.0057, -0.0381
O, -0.0019, 0.0023, -0.024
O, -0.0217, 0.0162, -0.0607
O, 0.0033, 0.0288, -0.0963
O, -0.0042, -0.0086, -0.0432
O, -0.0015, 0.0003, -0.0232
O, 0.0228, -0.0173, -0.059
O, -0.0197, 0.0107, -0.0754
O, -0.0168, -0.0253, -0.065
O, 0.0032, -0.0127, -0.084
O, 0.0033, -0.0024, -0.0235
O, 0.0016, -0.0276, -0.0641
O, -0.0167, 0.0202, -0.0575
O, -0.0145, -0.016, -0.0512
O, 0.013, -0.011, -0.029
O, 0.0228, 0.0171, -0.0618
O, -0.0117, 0.0089, -0.042
O, 0.0311, -0.0066, -0.054
O, 0.0023, 0.0069, -0.0249
O, 0.0111, 0.0231, -0.0526
O, -0.0011, 0.0022, -0.0395
O, 0.0191, 0.0185, -0.0596
O, -0.021, -0.0232, -0.0531
O, 0.0121, -0.0311, -0.0668
O, 0.0031, 0.0189, -0.0927
O, -0.0259, 0.0168, -0.0676
O, -0.0272, 0.0274, -0.0676
O, -0.0118, -0.0227, -0.081
O, 0.0163, 0.0057, -0.0509
O, 0.0241, 0.0051, -0.107
O, -0.0268, 0, -0.0765
O, -0.0025, -0.0003, -0.0396
O, -0.0057, -0.0192, -0.0546
O, 0.0006, -0.0302, -0.0615
O, 0.0116, 0.0287, -0.0832
O, -0.0198, 0.011, -0.0501
O, -0.0023, -0.0024, -0.0219
O, 0.0236, 0.0206, -0.0571
O, -0.023, -0.0171, -0.0642
O, 0.0269, -0.0217, -0.0655
O, 0.0065, -0.0149, -0.0518
O, -0.0232, -0.0189, -0.0536
O, -0.0067, -0.0161, -0.0566
O, -0.0067, -0.0158, -0.0458
O, -0.0213, 0.012, -0.0906
O, -0.0164, 0.0234, -0.0584
O, 0.0067, -0.0021, -0.0427
O, 0.0158, 0.0276, -0.0824
O, -0.0221, -0.0068, -0.0942
O, 0.0182, -0.0172, -0.0583
O, -0.0095, -0.0297, -0.077
O, 0.0088, 0.0193, -0.0846
O, 0.0017, 0.0004, -0.0512
O, -0.0362, 0.015, -0.0757
O, -0.0016, -0.0067, -0.0409
O, 0.0271, 0.0098, -0.0878
O, 0.001, 0.0003, -0.0262
O, -0.0256, 0.0042, -0.0974
O, 0.0022, -0.0277, -0.0715
O, -0.0109, -0.0027, -0.0431
O, 0.0024, 0.0263, -0.0541
O, 0.0083, -0.0107, -0.0479
O, 0.0204, -0.0199, -0.1013
O, 0.0122, -0.0258, -0.0504
O, -0.0109, 0.0178, -0.0445
O, -0.0203, 0.0009, -0.0954
O, -0.0238, -0.0195, -0.0556
O, 0.0199, 0.0204, -0.0676
O, 0.0058, -0.0193, -0.0703
O, -0.0043, 0.0188, -0.0608
O, -0.0443, -0.0044, -0.0927
O, -0.0052, -0.0042, -0.0459
O, 0.0235, 0.0043, -0.0798
O, 0.0262, -0.006, -0.06
O, -0.006, -0.0096, -0.0431
O, -0.0312, 0.0112, -0.0613
O, 0.0363, 0.0195, -0.0902
O, 0.0302, -0.0258, -0.0698
O, 0.0045, -0.0183, -0.0507
O, -0.0137, 0.0131, -0.0442
O, 0.0093, -0.0354, -0.0671
O, 0.0056, 0.0344, -0.0918
O, 0.0281, 0.0083, -0.0981
O, -0.0031, 0.0036, -0.0403
O, 0.0179, 0.0375, -0.0677
O, 0.016, -0.0213, -0.056
O, 0.0149, 0.0051, -0.0427
O, -0.0073, 0.0257, -0.0864
O, 0.0012, 0.0053, -0.0404
O, -0.0215, -0.0227, -0.0634
O, -0.0292, -0.0134, -0.0731
O, 0.0066, 0.0375, -0.0902
O, -0.0035, -0.0194, -0.0533
O, -0.0072, -0.0094, -0.0461
O, 0.028, -0.0114, -0.0927
O, 0.0065, -0.0049, -0.0411
O, -0.0019, -0.0143, -0.0464
O, 0.0138, 0.0243, -0.0837
O, -0.0004, 0.0002, -0.0406
O, -0.0212, 0.0056, -0.0594
O, 0.002, 0.0025, -0.0404
O, 0.0251, -0.0177, -0.0817
O, 0.0035, -0.0036, -0.0279
O, -0.0361, 0.0156, -0.0859
O, 0.0122, 0.0024, -0.0796
O, 0.0202, -0.0073, -0.0498
O, 0.0013, 0.0149, -0.04
O, -0.0178, 0.0214, -0.071
O, -0.0329, 0.002, -0.0563
O, -0.0034, 0.0002, -0.0403

The program warned: the cutoff lies below the one the program advises for these potential files; the forces do not sum to zero within the program's tolerance; empty levels may hold ghost states of the PAW files; the exchange-correlation potential is rough where the density is thin.
